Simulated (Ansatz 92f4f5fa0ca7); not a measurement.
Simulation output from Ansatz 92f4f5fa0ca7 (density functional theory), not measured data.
Periodic cell of 288 atoms, Si196O92, from a study of silicon, its oxide and their interface. The atomic structure is a simulated model.
Doubt: the cutoff is low for norm-conserving oxygen, so forces and energies are approximate.
Doubt: the program's own warning below bears on the result.
This geometry differs little from another in the collection (a relaxation step or a small displacement).

Settings: functional HSE06; potential files SPMS norm-conserving; basis plane waves; wave-function cutoff 800 eV; density cutoff ratio 4; exchange-correlation grid ratio 1; k mesh 1 x 1 x 1, Gamma-centred; occupations fixed; spin none; net charge 0.

Cell vectors (angstrom)
a 11.6015 0 0
b 0 10.938 0
c 0 0 40.5641

Atoms: element, x, y, z (angstrom)
Si 0 0 0.9665
Si 3.8672 0 0.9665
Si 7.7343 0 0.9665
Si 1.9336 1.3673 0.9665
Si 5.8008 1.3673 0.9665
Si 9.6679 1.3673 0.9665
Si 0 5.469 0.9665
Si 3.8672 5.469 0.9665
Si 7.7343 5.469 0.9665
Si 1.9336 6.8362 0.9665
Si 5.8008 6.8362 0.9665
Si 9.6679 6.8362 0.9665
Si 1.9336 2.7345 39.5971
Si 5.8008 2.7345 39.5971
Si 9.6679 2.7345 39.5971
Si 0 4.1018 39.5971
Si 3.8672 4.1018 39.5971
Si 7.7343 4.1018 39.5971
Si 1.9336 8.2035 39.5971
Si 5.8008 8.2035 39.5971
Si 9.6679 8.2035 39.5971
Si 0 9.5708 39.5971
Si 3.8672 9.5708 39.5971
Si 7.7343 9.5708 39.5971
Si 0 0 4.8337
Si 3.8672 0 4.8337
Si 7.7343 0 4.8337
Si 1.9336 1.3673 4.8337
Si 5.8008 1.3673 4.8337
Si 9.6679 1.3673 4.8337
Si 0 5.469 4.8337
Si 3.8672 5.469 4.8337
Si 7.7343 5.469 4.8337
Si 1.9336 6.8362 4.8337
Si 5.8008 6.8362 4.8337
Si 9.6679 6.8362 4.8337
Si 1.9336 2.7345 2.9001
Si 5.8008 2.7345 2.9001
Si 9.6679 2.7345 2.9001
Si 0 4.1018 2.9001
Si 3.8672 4.1018 2.9001
Si 7.7343 4.1018 2.9001
Si 1.9336 8.2035 2.9001
Si 5.8008 8.2035 2.9001
Si 9.6679 8.2035 2.9001
Si 0 9.5708 2.9001
Si 3.8672 9.5708 2.9001
Si 7.7343 9.5708 2.9001
Si 0.3952 -0.0026 29.7678
Si 4.0788 0.1184 29.988
Si 7.4443 -0.0838 29.94
Si 2.1797 1.4289 29.8014
Si 5.8676 1.599 30.1624
Si 9.6263 1.9021 29.6332
Si 0.2112 5.2154 29.9722
Si 4.1265 5.3812 30.0261
Si 7.9904 5.7034 29.8857
Si 2.0674 6.6604 29.9339
Si 5.9241 6.8646 29.9986
Si 10.0712 6.8331 29.938
Si 2.0247 2.6741 31.854
Si 5.8769 2.9016 32.0566
Si 9.6294 2.7903 31.8349
Si 0.0613 3.9807 31.9229
Si 3.8807 4.1382 32.0002
Si 7.809 4.2873 31.863
Si 2.0154 8.1828 31.8282
Si 5.856 8.2337 31.9223
Si 9.7967 8.2472 31.8299
Si 0.0952 9.6365 31.7887
Si 3.9194 9.6107 31.8802
Si 7.7922 9.5578 31.8846
Si 0.0672 0.0202 33.7557
Si 3.9381 0.0135 33.8237
Si 7.7958 -0.0004 33.8064
Si 2.008 1.3513 33.8041
Si 5.8787 1.3873 33.8583
Si 9.7077 1.3675 33.7443
Si 0.0515 5.4702 33.7822
Si 3.8861 5.525 33.8752
Si 7.7955 5.5563 33.8262
Si 1.9601 6.8725 33.8063
Si 5.8313 6.861 33.8374
Si 9.746 6.8802 33.7827
Si 1.9587 2.7398 35.7269
Si 5.8384 2.7564 35.7647
Si 9.7013 2.7316 35.7034
Si 0.027 4.1074 35.7234
Si 3.8898 4.1011 35.7529
Si 7.7768 4.1168 35.7203
Si 1.9466 8.2279 35.7384
Si 5.829 8.2244 35.7546
Si 9.7119 8.2183 35.733
Si 0.0234 9.6004 35.7142
Si 3.8957 9.5739 35.7426
Si 7.7718 9.5715 35.7362
Si 0 0 37.6635
Si 3.8672 0 37.6635
Si 7.7343 0 37.6635
Si 1.9336 1.3673 37.6635
Si 5.8008 1.3673 37.6635
Si 9.6679 1.3673 37.6635
Si 0 5.469 37.6635
Si 3.8672 5.469 37.6635
Si 7.7343 5.469 37.6635
Si 1.9336 6.8362 37.6635
Si 5.8008 6.8362 37.6635
Si 9.6679 6.8362 37.6635
Si 1.9141 2.7174 6.7783
Si 5.7902 2.7309 6.7708
Si 9.6229 2.7221 6.7717
Si -0.0247 4.0671 6.7175
Si 3.8476 4.083 6.7681
Si 7.7068 4.1065 6.7791
Si 1.9127 8.2078 6.7354
Si 5.7775 8.18 6.7711
Si 9.6403 8.2067 6.7494
Si -0.0272 9.5726 6.7813
Si 3.8583 9.5542 6.7472
Si 7.6952 9.5547 6.7856
Si -0.0698 0.0175 8.7203
Si 3.8636 0.0104 8.6477
Si 7.6577 -0.0626 8.7664
Si 1.9125 1.3174 8.7049
Si 5.7796 1.3789 8.7174
Si 9.5625 1.3192 8.6876
Si -0.0306 5.435 8.6092
Si 3.8322 5.4326 8.7112
Si 7.6964 5.4618 8.7344
Si 1.9118 6.8166 8.6294
Si 5.7495 6.8043 8.7065
Si 9.6405 6.7994 8.6373
Si 1.9135 2.6442 10.6531
Si 5.7804 2.733 10.6794
Si 9.5404 2.6254 10.633
Si -0.0753 3.8683 10.3767
Si 3.7984 4.092 10.685
Si 7.6878 4.1383 10.7171
Si 1.8882 8.3319 10.4243
Si 5.6858 8.1374 10.6555
Si 9.6257 8.1252 10.5674
Si -0.066 9.593 10.6472
Si 3.8496 9.6554 10.5944
Si 7.6664 9.4274 10.7077
Si 0.3428 -0.253 12.7841
Si 3.9302 0.1119 12.5678
Si 7.6846 -0.298 12.7553
Si 1.9997 1.4263 12.732
Si 5.9409 1.3156 12.6126
Si 9.3386 1.345 12.6731
Si -0.0452 5.303 12.1176
Si 3.5404 5.5553 12.576
Si 7.5902 5.5246 12.7375
Si 1.652 6.9175 12.2048
Si 5.5734 6.8173 12.6549
Si 9.6797 6.6846 12.4418
O 7.5031 4.6255 14.1336
O -12.8697 7.7164 13.5693
O 7.7431 9.8124 14.2172
O 0.5986 20.4588 13.9227
O 28.7256 -3.0807 13.9354
O 3.059 4.7012 13.9122
O 10.6896 0.664 13.2616
O 15.061 8.1549 15.5439
O 1.8838 13.3352 14.0916
O 32.0834 2.4631 13.7674
O 6.2284 2.293 13.936
O -7.7274 9.9476 13.7799
O 11.1204 12.283 29.3876
O 1.9388 2.3385 28.4367
O 5.5627 7.6868 28.6115
O -16.28 9.8889 28.7395
O 10.5575 7.7031 28.6004
O 0.2018 4.3053 28.5749
O 1.677 -3.343 28.6223
O 4.7637 2.2102 27.2598
O -30.3135 -6.6701 28.8525
O 15.9095 -0.8784 28.6849
O 11.9877 9.899 28.5124
O 8.8234 11.4614 29.3728
Si 11.844 4.2204 20.1389
Si 2.8431 7.9893 17.0225
Si 8.292 4.2945 28.047
Si 6.3926 2.4445 23.4618
Si 10.9336 12.5634 18.5019
Si 0.8046 5.9866 16.3955
Si 8.5498 0.3914 24.3024
Si 1.6593 10.5049 18.3761
Si 9.6286 5.2477 25.2834
Si 4.752 6.5041 18.825
Si 7.2709 9.7849 15.799
Si 6.5674 9.9449 20.2154
Si 0.224 7.5257 25.0456
Si 0.4262 8.6011 20.3861
Si 5.9801 10.1864 25.2923
Si 10.0975 8.9597 22.8443
Si 7.5604 3.0479 14.4983
Si 2.9806 6.5901 23.6758
Si 4.6335 8.9318 14.7603
Si -3.174 1.4173 19.988
Si 1.009 3.0136 22.9299
Si 0.3539 8.3504 28.0473
Si 7.559 4.0362 21.2547
Si 10.777 2.3743 25.0924
Si 2.6087 4.1633 25.1704
Si 11.9395 7.9067 13.8791
Si 5.5083 3.083 28.3899
Si 5.0147 3.6935 19.508
Si 8.328 1.6368 17.0545
Si 7.5964 7.8034 18.2496
Si 5.583 9.2226 28.1355
Si 5.5656 8.2838 22.8009
Si 4.7763 2.0601 25.6668
Si 3.8001 13.1338 21.7462
Si 1.6554 3.9897 14.3464
Si 4.3254 0.7952 19.2525
Si 0.9969 3.3223 27.5471
Si 8.1406 6.5178 22.7897
Si 2.4419 6.203 20.8084
Si 10.453 6.4992 18.7194
O 5.6213 9.2345 26.5364
O 0.3806 26.314 13.46
O 9.6538 1.2093 25.164
O 4.0847 3.5226 20.8432
O 7.5417 8.9824 19.3581
O 5.8231 9.3938 23.9211
O 1.2497 9.8619 19.7996
O 6.0448 2.8112 24.9929
O 12.0397 8.2828 26.45
O 5.8093 9.0957 21.3899
O 7.5432 -0.3129 25.3692
O 5.4408 10.5657 19.22
O 9.0695 7.7847 22.4299
O 7.9146 0.1801 16.4628
O 8.962 5.0468 26.7629
O 17.24 9.7598 15.7306
O 11.1131 5.9152 17.3491
O 2.6059 5.7558 22.3423
O 3.9265 6.5667 20.24
O 11.085 9.1558 21.576
O 4.6021 4.9006 18.4971
O 0.0678 1.9993 23.779
O 3.442 2.7769 25.1124
O 3.4785 5.4815 24.7727
O 7.7362 1.7637 18.5551
O 2.0196 6.6203 17.2365
O 7.7194 2.7864 16.0847
O 9.2687 10.2893 23.2778
O 1.9219 9.2807 17.3424
O 6.3247 6.8519 18.6187
O 10.052 3.7833 24.7645
O 1.2554 4.5222 15.8346
O 7.6557 8.4999 16.7525
O 13.2677 5.0226 19.9846
O 7.5907 1.3666 23.4246
O 6.8316 3.6977 27.6744
O 2.3402 2.274 22.3993
O 4.9181 2.2412 18.7785
O 4.9351 0.4898 25.32
O 0.0178 2.5262 26.4904
O 11.157 7.8723 19.2253
O 9.9701 11.933 19.6703
O 8.5833 5.8893 24.2221
O 3.0401 11.3387 18.3762
O 1.5159 7.5256 20.8836
O 4.1017 7.6702 23.1952
O 4.0963 7.7198 17.9866
O 9.2156 3.0316 28.5402
O 10.9541 6.1836 25.3413
O 1.6573 7.2755 24.3255
O 0.0366 2.9825 19.0887
O 0.2066 3.66 21.6711
O 6.4826 4.106 20.0546
O 6.6158 7.0541 22.8614
O 7.5307 11.1876 20.6931
O 9.937 1.8565 17.2259
O 0.4606 0.585 17.9897
O 3.8255 0.9139 20.7786
O 8.2903 5.4485 21.5614
O 12.1758 7.0996 15.2486
O 5.0009 1.9418 22.7951
O 1.4328 4.0867 24.0652
O 8.5131 2.7755 20.8825
O -0.9237 5.32 19.8301
O 8.9091 6.8697 18.421
O 6.8409 3.7508 22.6665
O 10.9684 8.5085 24.1113
O 1.9548 4.2794 26.642

Results
free energy: -63417.323 eV
free energy less fixed offsets of O -447.96, Si -113.29 eV per atom: -0.163 eV
gap between the highest filled and lowest empty level on this k mesh: 1.469 eV

The program warned: the cutoff lies below the one the program advises for these potential files; the model core charge is not resolved on the grid; the forces do not sum to zero within the program's tolerance; the exchange-correlation potential is rough where the density is thin.
